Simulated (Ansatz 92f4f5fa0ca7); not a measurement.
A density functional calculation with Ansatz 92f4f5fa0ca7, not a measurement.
Periodic cell of 252 atoms, Si144O100N8, from a study of silicon, its oxide and their interface. The atomic structure is a simulated model.
This geometry differs little from another in the collection (a relaxation step or a small displacement).

Settings
functional: r2SCAN
potential files: Ansatz PAW
basis: plane waves
wave-function cutoff: 800 eV
density cutoff ratio: 5
exchange-correlation grid ratio: 1
k mesh: 1 x 1 x 1, shifted by 0.5 0.5 0 of a step
self-consistency stop: 1e-10 eV per atom in the density residual
occupations: fixed
spin: none
net charge: 0

Cell vectors (angstrom)
a	10.887	0	0
b	0	10.887	0
c	0	0	35.1702

Atoms and the computed forces on them: element, x, y, z (angstrom), force x, y, z (eV/angstrom)
Si	0.7682	-0.5761	0.2521	0.0056	0.0125	-0.064
Si	2.7451	2.6435	0.4217	-0.0044	0.0037	-0.0413
Si	0.5677	4.8648	-0.0897	-0.0002	0.01	-0.0649
Si	2.9136	7.9252	0.3867	-0.0018	-0.0082	-0.0413
Si	4.8989	0.4355	0.0641	0.0051	-0.0045	-0.0656
Si	7.5616	3.1651	-0.0542	0.009	-0.0131	-0.0626
Si	5.3564	5.5516	0.216	-0.0009	0.0029	-0.026
Si	8.431	8.1623	-0.3667	0.0007	0.0024	-0.0717
Si	1.4612	1.1835	1.667	-0.0012	0.0015	-0.0021
Si	4.1155	4.1147	1.5867	0.0008	0.0045	0.0013
Si	1.4247	6.5239	1.444	0.001	-0.001	0.0005
Si	4.1463	9.5643	1.4967	-0.002	0.0032	0.0013
Si	6.6565	1.4543	1.3064	-0.0016	-0.0057	0.0054
Si	9.5229	4.0315	1.1137	0.001	0.0008	0.002
Si	6.9701	6.9209	1.1921	-0.0011	0.0002	-0.0031
Si	9.6971	9.4085	1.2075	-0.0039	0.0001	0.0071
Si	-0.0837	2.6483	2.6647	-0.0026	0.0067	-0.0035
Si	2.8306	-0.0848	2.9949	0.0028	-0.0025	0.0037
Si	0.0419	8.0243	2.6891	-0.0024	0.001	-0.0045
Si	2.7522	5.3822	2.9399	-0.0033	0.0005	0.0008
Si	5.4692	2.7148	2.8647	0.0019	-0.0034	-0.0015
Si	8.2033	-0.0075	2.5045	-0.0005	0.0002	-0.0067
Si	5.6157	8.2088	2.6904	0.0005	-0.0054	-0.0041
Si	8.2769	5.4714	2.5807	0.0026	0.0008	0.0001
Si	1.3113	3.9789	4.111	0.0012	-0.0005	-0.0015
Si	4.1435	1.3562	4.2411	0.0002	0.0024	0.0036
Si	1.3588	9.4156	4.1251	0.0007	-0.0057	0.0026
Si	4.1756	6.8483	4.0869	0.0006	0.0017	-0.0044
Si	6.899	4.1273	4.0378	0.0011	0.0024	0.0023
Si	9.4804	1.3144	4.0259	-0.0041	0.0008	0.0031
Si	6.9128	9.5726	4.0426	-0.0009	-0.0009	0.0026
Si	9.5524	6.7606	4.0819	0	-0.0006	-0.003
Si	-0.0169	-0.0365	5.4024	0.0002	0.0017	-0.0047
Si	2.6926	2.6778	5.5048	-0.0003	0.0024	0.0009
Si	0.0101	5.399	5.4535	-0.0001	0.0012	0.0029
Si	2.7672	8.1377	5.4794	0.0001	-0.0031	-0.0005
Si	5.5306	-0.0124	5.4885	0.0022	-0.0035	-0.001
Si	8.1863	2.7218	5.42	0.002	-0.0005	-0.001
Si	5.5032	5.451	5.4217	0.0001	-0.0015	-0.0002
Si	8.206	8.1688	5.4203	-0.002	-0.0013	-0.0004
Si	1.3275	1.3116	6.8235	-0.0006	-0.0022	0.0008
Si	4.0862	4.0939	6.7708	0.0015	-0.0005	0.0002
Si	1.3782	6.7724	6.8017	0.0013	-0.0004	0.0009
Si	4.1018	9.5378	6.8181	0.0009	0.0011	-0.0002
Si	6.8321	1.3921	6.8192	-0.0005	0.0004	-0.0007
Si	9.5314	4.0688	6.8125	0.0006	0.0012	-0.0008
Si	6.8217	6.8238	6.7913	0.0003	-0.0019	-0.0001
Si	9.5356	9.5287	6.797	0.0007	-0.0013	0.0005
Si	-0.0211	2.7	8.1716	-0.0014	-0.0018	-0.0009
Si	2.7068	-0.019	8.1896	0.0002	-0.0026	0.0007
Si	-0.0028	8.1552	8.1412	-0.0008	-0.0016	-0.0004
Si	2.7294	5.4261	8.1522	0.0021	-0.0005	-0.0016
Si	5.4447	2.7566	8.1499	0.0036	0.0024	-0.0016
Si	8.1697	0.0065	8.1513	0.001	-0.0016	-0.0004
Si	5.4398	8.1616	8.1552	-0.0006	-0.0018	-0.0029
Si	8.1847	5.4717	8.156	0.0009	-0.0019	-0.0035
Si	1.3187	4.1099	9.4969	-0.0027	0.0005	-0.0008
Si	4.0826	1.3877	9.4955	0.0031	-0.0016	0.0005
Si	1.3221	9.4869	9.5354	0.0011	0.0005	0.0015
Si	4.0671	6.8034	9.5022	-0.0001	-0.0036	0.0034
Si	6.8055	4.1425	9.5067	0.0009	-0.0022	0.0053
Si	9.4743	1.3758	9.5307	-0.0014	0.0007	0.0016
Si	6.8156	9.5145	9.4938	0.0008	-0.0028	0.0016
Si	9.4963	6.8638	9.5482	-0.0004	-0.0001	-0.0039
Si	-0.114	-0.05	10.8504	-0.0028	-0.0028	0.0013
Si	2.71	2.7805	10.8098	0.0029	0.003	0.0031
Si	-0.0451	5.4905	10.8774	0.0021	-0.0026	-0.0033
Si	2.6624	8.0841	10.8807	0.0003	-0.0046	-0.0054
Si	5.4639	-0.0131	10.8064	-0.004	-0.002	0.0008
Si	8.1231	2.7738	10.8882	0.0026	-0.0014	-0.0017
Si	5.5071	5.5573	10.8694	0.0008	-0.0005	-0.0065
Si	8.12	8.2088	10.9704	-0.0018	0.0013	-0.0069
Si	1.2729	1.3728	12.0184	0.0012	0.0001	0.0007
Si	4.1171	4.194	12.0955	-0.0041	0.0007	-0.0037
Si	1.2906	6.7644	12.335	-0.0049	-0.0046	0.0026
Si	4.0916	9.4683	12.0808	0.006	-0.0007	-0.0052
Si	6.781	1.3547	12.199	0.0021	-0.0042	-0.0012
Si	9.4347	4.2089	12.246	-0.003	0.0031	0.0059
Si	6.7578	6.9049	12.4157	0.0025	0.0023	0.0073
Si	9.4119	9.5831	12.3813	0.0003	0.0002	-0.0032
Si	-0.0084	2.7653	13.3725	-0.0017	-0.0006	0.0053
Si	2.6391	-0.0547	13.2127	0.0021	0.0089	-0.0079
Si	-0.1148	8.1792	13.7115	0.0015	-0.0046	0.0025
Si	2.8178	5.4047	13.5986	-0.0016	-0.0064	-0.0028
Si	5.3106	2.712	13.4082	-0.0066	-0.0005	-0.0042
Si	8.0789	0.1366	13.8021	0.0007	0.0022	0.005
Si	5.3326	8.3322	13.742	0.0019	0.0005	0.0003
Si	8.0819	5.494	13.8104	0.0075	-0.0024	0.0045
Si	1.7382	3.5882	14.6981	-0.0046	0.0164	0.0569
Si	3.8094	1.3218	14.6095	0.0019	0.0037	0.0267
Si	1.5083	9.5153	14.7388	-0.0002	0.0055	0.0349
Si	3.6573	7.2051	14.9914	0.0078	-0.0021	0.0451
Si	6.8358	3.7262	14.8449	-0.0104	-0.0045	0.0544
Si	9.4041	1.8414	14.9301	0.0116	0.008	0.0388
Si	6.1748	10.1815	15.0411	0.0056	-0.01	0.0598
Si	9.4161	6.9318	15.2251	-0.0072	0.0046	0.0742
Si	-3.0376	-1.9811	17.1673	0.0167	-0.001	0.1096
Si	-8.225	7.3931	28.9945	0.0036	-0.008	-0.0766
Si	8.1854	-14.4813	19.549	-0.0011	-0.0032	0.0862
Si	-6.8529	-13.8407	26.3451	0.0015	0.0029	-0.0268
Si	22.9081	1.9042	22.2921	0.0059	0.0071	0.0765
Si	33.2579	0.949	19.3047	0.0022	-0.0121	0.1096
Si	16.2489	1.6089	19.6322	0.0012	-0.0096	0.0975
Si	-0.0555	22.9369	24.9288	-0.0013	0.0029	0.0214
Si	5.9737	1.7812	28.1901	-0.0032	0.0112	-0.0595
Si	2.0104	2.8036	31.0199	0.0158	0.0036	-0.0955
Si	29.5808	4.484	19.0201	-0.0064	0.0109	0.0739
Si	7.084	11.3432	30.5852	-0.0002	0.0151	-0.1039
Si	-7.4108	-16.8096	25.2051	0.0028	-0.0031	0.0208
Si	6.3035	3.6228	24.4866	-0.0001	-0.0042	0.0387
Si	6.2334	18.933	21.7892	-0.0089	0.0142	0.0755
Si	8.0499	23.2412	26.0282	0.0025	-0.0005	-0.0055
Si	-3.5557	10.8024	20.8602	-0.0178	0.0035	0.0798
Si	9.9329	13.6923	17.8227	-0.0284	0.0021	0.0953
Si	8.7841	-8.8801	32.4192	0.0098	0.0019	-0.1229
Si	1.7578	19.5431	31.6782	-0.0107	-0.0007	-0.11
Si	6.5214	11.848	23.4718	-0.01	0.0028	0.0532
Si	-8.2922	-0.2481	26.0607	-0.0005	0.0077	-0.0114
Si	22.9612	12.1354	16.4297	-0.0098	-0.0038	0.0937
Si	-2.3304	8.3715	26.4995	0.0105	-0.006	-0.0277
Si	-4.5855	-1.2969	33.0568	0.0085	-0.0006	-0.1143
Si	7.4268	5.506	26.5818	0.0006	0.0036	-0.0167
Si	19.7006	6.5523	30.0616	-0.0258	0.0039	-0.0843
Si	-0.5059	-15.1883	32.6862	0.0054	0.0045	-0.1317
Si	13.4846	4.417	22.2686	-0.0014	-0.0083	0.06
Si	21.6008	18.7051	28.0993	-0.0035	0.0046	-0.0514
Si	20.5714	-1.2418	19.2814	-0.0008	0.0005	0.09
Si	14.7634	1.7151	21.9645	-0.001	0.0166	0.0645
Si	22.3231	-10.3429	32.5213	0.0026	0.0161	-0.1288
Si	17.2377	4.7849	29.0144	0.014	-0.0068	-0.0676
Si	19.4376	-7.4778	28.1841	-0.0204	-0.0057	-0.0663
Si	3.8163	5.1576	30.7826	-0.0049	-0.0193	-0.1017
Si	4.2448	18.2172	33.0135	-0.0037	-0.0039	-0.1154
Si	14.9828	-19.6605	25.8705	0.0041	0.0034	-0.0099
Si	0.5178	16.1924	17.0928	0.0227	-0.0077	0.0466
Si	-2.0855	20.1664	29.3245	0.0039	-0.0057	-0.0661
Si	5.245	25.5534	17.6226	-0.0035	-0.0101	0.1026
Si	3.3388	16.9108	17.7915	0.0227	-0.0053	0.1023
Si	6.3313	14.9824	21.3267	-0.0159	-0.0076	0.0873
Si	12.3659	3.2168	26.2644	-0.0001	0.0033	-0.0163
Si	-4.3912	19.8466	24.6497	0.0024	0.0083	0.033
Si	10.1553	4.1498	30.8492	-0.0047	-0.005	-0.0922
Si	13.6783	23.457	28.2997	0.0042	-0.0078	-0.0719
Si	15.0158	-4.5732	20.69	-0.0002	-0.0065	0.0941
O	3.7791	1.5892	34.7994	-0.0029	0.0023	0.0272
O	1.7522	-1.8372	34.9732	-0.0004	-0.0026	0.0304
O	11.4132	7.6919	32.0982	-0.0089	-0.0114	0.0433
O	-4.0642	11.8459	27.0221	-0.0019	0.0057	0.0108
O	-2.7945	13.1271	33.8573	-0.0298	0.0264	0.0895
O	0.5705	11.2063	34.0947	0.005	-0.0212	0.0867
N	-6.1628	-7.2639	25.2149	0.0048	0.0028	0.0006
O	7.1595	15.6558	25.1978	-0.0084	-0.0059	-0.0003
O	-4.3031	-0.6623	31.6117	-0.0177	-0.0295	0.0723
O	12.5442	3.6416	34.8	0.0074	-0.0069	0.0307
N	4.0951	6.7819	34.6282	-0.0008	-0.0104	0.0651
O	5.3599	-0.2374	33.8233	-0.0264	0.0245	0.0695
O	9.2696	7.2721	33.683	-0.0303	0.0238	0.0671
O	0.8177	-7.0826	30.5809	-0.0022	-0.0017	0.0265
O	2.8895	19.9247	25.9272	0.0004	0.0004	0.0059
O	10.8957	12.2343	23.3055	0.0047	0.0031	-0.0344
O	5.8792	13.6155	20.6438	-0.0011	-0.0045	-0.0371
O	1.5752	-9.6233	18.0313	0.0087	0.0101	-0.0736
O	4.9448	0.3592	15.3733	-0.0017	0.0001	-0.023
O	14.6686	4.4573	17.7394	0.0014	0.0039	-0.0306
O	-8.7799	4.7059	26.1032	0.0021	-0.0013	-0.0005
O	2.5418	22.9734	22.7115	0.0009	0.0042	-0.0213
O	-1.816	9.8051	17.7732	-0.0193	-0.006	-0.0574
O	8.1267	2.8142	15.3049	-0.0005	-0.0004	-0.0236
O	3.9045	6.7005	19.1405	-0.0157	-0.0011	-0.0801
O	6.6619	-1.0947	16.5544	-0.0129	0.0153	-0.0661
O	6.4779	-13.8549	23.395	-0.0011	-0.0072	-0.0316
O	12.1019	14.4381	22.3656	-0.0011	-0.0037	-0.0271
O	6.4152	9.5696	21.3302	0.009	0.0026	-0.0261
O	14.9309	-4.1708	16.5049	-0.0005	0.018	-0.0624
O	11.9226	23.2464	20.7448	-0.0104	-0.0152	-0.0729
O	14.5618	3.314	21.799	0.0063	0.0002	-0.016
N	15.2452	2.1033	27.6219	0.0007	-0.0048	0.0299
O	-10.9429	15.0369	18.0707	0.0155	0.009	-0.0454
O	7.3522	7.2008	20.941	0.0232	-0.0102	-0.0465
O	7.9925	-1.6888	25.2503	-0.0049	-0.0023	0.0035
O	7.2764	-2.8053	18.446	-0.0013	0.0177	-0.0568
O	6.2754	-6.2539	18.526	-0.0155	-0.0025	-0.0512
O	23.1185	-3.544	28.0539	0.0031	-0.0033	0.0285
O	16.347	19.4087	25.8238	0.0013	0.001	-0.0029
O	9.4596	14.4857	29.4899	0.0223	0.0112	0.0587
O	18.3696	0.8721	22.1674	0.0083	-0.009	-0.0438
O	5.0574	15.531	29.9115	-0.0247	0.0075	0.0411
O	-5.0526	3.8823	16.13	0.0257	-0.0001	-0.0772
O	8.575	27.6593	18.8759	0.0071	-0.0056	-0.0292
O	2.4508	0.2204	27.643	0.0009	0.009	0.0212
O	-9.7662	21.8853	25.3944	-0.0037	0.0025	-0.0026
O	-3.3064	-9.1116	31.366	0.0161	0.0099	0.0579
O	13.4422	-8.5213	25.4368	-0.002	0.0043	0.0052
O	1.7165	6.1401	17.7906	-0.0236	-0.0196	-0.048
O	5.082	1.5017	22.9935	-0.0149	0.0003	-0.0302
O	2.7282	5.6623	21.2292	0.0161	0.0158	-0.0409
O	15.5833	18.5081	21.4681	-0.0045	-0.0097	-0.0265
O	1.0915	-0.3098	15.9347	0.0113	-0.0212	-0.0365
O	5.09	13.1375	18.1746	-0.0045	0.0224	-0.0552
O	-1.9438	-8.6312	27.1489	-0.0078	0.0149	0.0211
O	5.3162	-5.6254	20.9227	0.0002	0.0065	-0.0274
O	-0.7202	-2.7095	26.6061	0.0104	0.0002	0.0164
O	2.5221	19.2418	15.3072	-0.002	0.0015	-0.0145
O	-3.2564	-1.5731	33.9451	0.0238	-0.0215	0.0531
O	7.869	-3.9201	26.221	0.0009	0.0002	0.0123
O	8.8068	10.4183	20.3941	0.0242	-0.0096	-0.044
O	8.4164	14.2296	18.0488	0.0209	-0.011	-0.0424
O	9.6	18.9683	19.7011	-0.0008	0.0019	-0.0286
O	9.7676	6.6534	28.7366	-0.0062	-0.0053	0.0427
O	-2.504	10.734	29.8235	-0.0154	0.0105	0.0338
O	17.0689	-11.3566	24.085	0.002	0.0064	-0.0149
O	8.3692	-2.9293	15.9582	0.0195	-0.0284	-0.0556
O	-5.2741	19.0489	32.809	-0.0032	0.0007	0.0362
N	9.7562	5.7887	31.2719	0.01	0.0078	0.0675
N	13.3051	2.1114	15.4722	0.0108	0.005	-0.0346
O	24.7606	5.076	23.6797	-0.0058	0.0003	-0.0391
N	6.8932	24.9772	28.5916	-0.0017	-0.0031	0.0262
O	14.8721	0.4937	25.5057	-0.0012	0.0033	-0.0006
O	7.7947	15.156	20.6355	0.0172	0.0079	-0.0497
O	-13.3738	8.098	30.3941	-0.0029	-0.006	0.0351
O	1.6341	2.7458	27.8016	0.0023	-0.0056	0.0162
O	25.6609	-14.012	27.9796	-0.0128	-0.0025	0.0353
O	19.5411	15.6564	27.3204	-0.0029	0.0001	0.0119
O	22.9188	15.4023	15.8679	0.0077	0.0043	-0.0284
O	2.3546	-2.429	30.1767	-0.0154	0.0136	0.0676
O	21.8977	13.5708	25.5714	0.0007	-0.0042	-0.0035
O	14.0514	3.8456	31.4617	-0.0026	0.0026	0.0333
O	12.0814	10.1653	31.7601	-0.0064	0.0088	0.0405
O	10.262	-4.6182	16.4684	-0.0023	0.0015	-0.0471
O	20.7368	-10.0986	32.2208	0.0045	-0.0039	0.0385
O	14.8291	6.451	25.6645	-0.0058	0.0021	0
O	21.0008	12.6498	19.035	-0.0047	0.0168	-0.0526
O	22.0635	10.2423	19.3345	0.002	0.0042	-0.0311
O	6.434	4.3538	34.6888	-0.0062	0.0087	0.0235
O	10.4068	20.0231	29.0343	-0.007	-0.0038	0.024
N	7.0845	12.9638	24.6815	0.0025	0.0046	-0.0157
O	-8.2375	1.8006	29.8983	-0.0161	0.0131	0.0582
O	3.0006	-2.5642	32.6709	0.0254	-0.0069	0.0555
O	9.3134	-10.2179	25.3249	-0.0002	0.0075	-0.0067
O	6.1357	-16.2283	27.5837	-0.0005	-0.0041	0.029
O	4.0852	33.6962	20.4851	0.0114	0.0002	-0.0469
O	-6.5676	16.9991	31.9636	0.0057	0.0423	0.0768
O	1.449	12.7326	32.184	-0.0162	-0.0252	0.045
N	21.3106	1.9362	16.3789	0.0011	-0.0105	-0.072
O	-4.5065	25.7788	22.9206	0.0027	0.0043	-0.039
O	9.6061	3.3452	32.1232	-0.0129	-0.0189	0.0498
O	5.9242	-10.0508	29.5215	0.0107	-0.0165	0.0518
O	29.2627	16.5363	29.8071	0.0153	0.0153	0.0318
O	-4.3289	0.5328	19.572	-0.0056	0.0085	-0.035
O	11.1862	16.3868	33.5872	0.0122	-0.0245	0.08
O	8.0498	9.0064	27.9054	0.0035	0.005	0.0357
O	13.7571	5.9644	29.7393	0.0085	-0.0079	0.0411

Results
free energy: -152230.342 eV
free energy less fixed offsets of N -386.36, O -570.45, Si -639.56 eV per atom: 2.178 eV

The program warned: the cutoff lies below the one the program advises for these potential files; the forces do not sum to zero within the program's tolerance; empty levels may hold ghost states of the PAW files; the exchange-correlation potential is rough where the density is thin.
